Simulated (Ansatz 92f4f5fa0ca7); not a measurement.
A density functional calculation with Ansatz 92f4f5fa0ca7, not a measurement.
Periodic cell of 258 atoms, Si166O92, from a study of silicon, its oxide and their interface. The atomic structure is a simulated model.
Doubt: the cutoff is far below the 930 eV that the study's wrapper takes by default for these files, so forces and energies are approximate.
This geometry differs little from another in the collection (a relaxation step or a small displacement).

Settings
functional: PBE
potential files: Ansatz PAW
basis: plane waves
wave-function cutoff: 580 eV
density cutoff ratio: 5
exchange-correlation grid ratio: 1
k mesh: 1 x 1 x 1, Gamma-centred
self-consistency stop: 5e-08 eV per atom in the density residual
occupations: fixed
spin: none
net charge: 0

Cell vectors (angstrom)
a  10.938  0  0
b  0  10.938  0
c  0  0  37.6868

Atoms and the computed forces on them: element, x, y, z (angstrom), force x, y, z (eV/angstrom)
Si  0  0  0.683  -0.0115  -0.0054  -0.0202
Si  5.469  0  0.683  0.0053  -0.031  -0.0102
Si  2.7345  2.7345  0.683  -0.0065  -0.0103  0.0069
Si  8.2035  2.7345  0.683  -0.0073  -0.0306  -0.0019
Si  0  5.469  0.683  -0.0231  -0.0009  -0.0008
Si  5.469  5.469  0.683  -0.0175  -0.0197  -0.0226
Si  2.7345  8.2035  0.683  0.0092  -0.044  -0.0069
Si  8.2035  8.2035  0.683  0.009  -0.0438  0.012
Si  1.3673  1.3673  2.0503  0.0081  -0.0495  -0.0442
Si  6.8362  1.3673  2.0503  0.017  -0.0295  -0.047
Si  4.1018  4.1018  2.0503  0.0426  0.1305  -0.0166
Si  9.5708  4.1018  2.0503  0.0014  0.0278  -0.05
Si  1.3673  6.8362  2.0503  0.0615  -0.0147  -0.0163
Si  6.8362  6.8362  2.0503  -0.0117  -0.0675  -0.0152
Si  4.1018  9.5708  2.0503  0.082  -0.0126  -0.0667
Si  9.5708  9.5708  2.0503  0.094  0.0358  0.0436
Si  2.7345  0  35.6353  0.0205  0.0401  0.0376
Si  8.2035  0  35.6353  -0.0404  0.0261  -0.0368
Si  0  2.7345  35.6353  -0.1407  -0.0373  0.0577
Si  5.469  2.7345  35.6353  -0.085  -0.1021  -0.0408
Si  2.7345  5.469  35.6353  -0.0288  0.0311  -0.0201
Si  8.2035  5.469  35.6353  -0.0002  0.0117  -0.0478
Si  0  8.2035  35.6353  -0.0862  -0.0255  -0.0142
Si  5.469  8.2035  35.6353  -0.0739  -0.0433  0.0094
Si  4.1018  1.3673  37.0025  0.0109  0.0334  0.0191
Si  9.5708  1.3673  37.0025  -0.0135  0.0517  0.0117
Si  1.3673  4.1018  37.0025  0.0004  0.0165  -0.005
Si  6.8362  4.1018  37.0025  0.0063  0.0193  -0.0151
Si  4.1018  6.8362  37.0025  0.0181  0.0246  0.0022
Si  9.5708  6.8362  37.0025  0.0081  0.0198  0.0024
Si  1.3673  9.5708  37.0025  0.0164  -0.0087  -0.0031
Si  6.8362  9.5708  37.0025  -0.0086  0.0334  -0.0037
Si  0.0839  -0.7104  26.9914  0.0098  0.02  0.0252
Si  5.6368  -0.2783  27.5887  0.0971  -0.0689  0.0322
Si  2.5006  3.159  27.5798  -0.1175  0.0278  0.0168
Si  7.6008  3.1079  27.6043  0.0658  0.0237  -0.0862
Si  0.1176  5.2499  27.3941  0.0743  -0.038  0.0559
Si  5.8178  5.0071  27.4358  0.0463  -0.0344  0.0862
Si  2.5511  8.2407  27.4592  -0.0641  -0.0396  0.0316
Si  7.8589  8.3853  27.4621  -0.022  0.0089  0.0637
Si  1.3668  1.4944  28.7664  -0.0281  -0.0135  0.0383
Si  6.7019  1.3833  28.9131  0.0553  -0.0538  0.0486
Si  4.1239  4.1819  28.8857  0.0696  0.1456  0.0335
Si  9.4459  4.1118  28.7365  -0.0363  -0.08  0.0388
Si  1.2993  6.7719  28.7989  0.0174  0.0183  0.0322
Si  6.7574  6.7544  28.7549  -0.0977  -0.0131  0.0106
Si  4.0196  9.5025  28.8302  0.0296  -0.0266  0.0002
Si  9.523  9.4945  28.6983  0.0378  -0.0203  -0.0238
Si  2.6785  0.014  30.1348  -0.0281  0.0592  -0.043
Si  8.2384  0.0221  30.1105  -0.0765  0.0321  -0.0289
Si  -0.1084  2.7395  30.1401  0.0562  0.0458  -0.0621
Si  5.3371  2.7072  30.2752  0.0118  -0.0273  -0.0271
Si  2.7249  5.5223  30.2222  -0.0439  -0.0393  -0.1012
Si  8.1751  5.4974  30.1715  0.0522  0.0207  -0.0588
Si  -0.0712  8.1687  30.1404  0.0175  -0.0266  -0.0945
Si  5.3962  8.1235  30.1708  0.0607  0.0147  -0.0959
Si  4.0047  1.3367  31.5969  -0.0011  -0.047  0.0082
Si  9.5391  1.3642  31.5505  0.0044  -0.0026  -0.0033
Si  1.3322  4.0883  31.4975  -0.0479  0.0144  0.0356
Si  6.7979  4.0993  31.5218  -0.003  -0.0025  0.0777
Si  4.0584  6.8512  31.6147  0.037  -0.0163  0.0132
Si  9.5371  6.8353  31.5529  -0.0227  -0.0064  0.0319
Si  1.3081  9.5639  31.485  0.0289  0.0045  0.052
Si  6.8311  9.5493  31.4495  -0.0011  0.0189  0.0333
Si  -0.0225  -0.0074  32.891  0.0029  -0.0023  0.0201
Si  5.4568  -0.0298  32.8704  0.034  0.0062  0.0111
Si  2.6648  2.728  32.9208  0.0017  0.0386  0.0285
Si  8.1679  2.7346  32.8986  0.0048  0.0071  0.0083
Si  -0.015  5.4629  32.8907  0.0287  -0.0243  0.0108
Si  5.4476  5.4576  32.9177  0.0101  0.0112  0.0018
Si  2.6883  8.2377  32.9109  -0.0435  0.0234  0.0159
Si  8.1754  8.2161  32.8905  -0.0215  -0.0133  0.0135
Si  1.3379  1.3471  34.2801  -0.0098  -0.0115  0.0032
Si  6.8172  1.3514  34.2567  -0.0183  -0.0121  0.0077
Si  4.0806  4.0848  34.2679  -0.0129  -0.02  0.0096
Si  9.5597  4.0904  34.2618  -0.004  0.0207  -0.0001
Si  1.3532  6.8315  34.2654  -0.0067  -0.0055  0.0046
Si  6.8242  6.8329  34.2662  0.0197  0.005  0.003
Si  4.0942  9.568  34.2681  0.0129  0.001  -0.0004
Si  9.5577  9.5655  34.2638  -0.0035  -0.0098  0.0026
Si  2.748  0.0014  3.4114  0.0034  0.009  -0.001
Si  8.2112  0.0063  3.4193  0.0144  -0.0007  0.0024
Si  0.0071  2.7389  3.4066  0.0027  -0.0052  0.0129
Si  5.47  2.7349  3.4048  -0.0019  -0.0085  -0.0085
Si  2.7452  5.4807  3.4258  -0.0024  0.0167  0.0091
Si  8.2061  5.467  3.4192  0.0006  -0.0126  -0.0058
Si  0.0278  8.2174  3.4199  0.0177  0.0174  -0.013
Si  5.475  8.2039  3.4135  -0.0141  -0.0085  0.0023
Si  4.1072  1.3741  4.7669  0.0029  0.0203  -0.0134
Si  9.5949  1.3745  4.7821  -0.0132  0.0126  -0.0089
Si  1.3943  4.079  4.7711  0.0199  -0.0365  -0.0169
Si  6.85  4.0671  4.7774  0.0243  -0.0075  -0.0281
Si  4.1068  6.864  4.8054  -0.0024  0.0002  -0.0245
Si  9.5984  6.8386  4.7542  -0.0002  0.0136  0.0074
Si  1.4268  9.5669  4.8031  -0.0375  -0.0499  -0.0036
Si  6.8527  9.5578  4.7704  -0.0107  0.0273  -0.0058
Si  0.059  0.0157  6.1234  0.0034  0.0523  0.0082
Si  5.4867  0.0158  6.1007  -0.009  -0.0447  -0.0126
Si  2.7342  2.6973  6.164  -0.0301  0.0039  -0.0277
Si  8.2255  2.7192  6.1741  0.0218  -0.0285  -0.0718
Si  0.0345  5.4622  6.093  0.0032  0.0357  -0.0171
Si  5.4704  5.4384  6.0986  -0.0539  0.0197  0.0139
Si  2.7929  8.2476  6.2494  0.0381  0.0176  -0.0885
Si  8.2544  8.2106  6.1226  0.0289  -0.0295  -0.031
Si  1.3715  1.3534  7.5799  -0.0318  0.0039  0.0422
Si  6.8775  1.2729  7.5039  0.0228  0.0638  0.0951
Si  4.0992  4.0789  7.4878  0.1222  -0.063  -0.0384
Si  9.6178  4.1239  7.4747  -0.0406  -0.022  0.1633
Si  1.3967  6.7833  7.4923  -0.0349  -0.0289  0.0761
Si  6.8691  6.7985  7.4018  -0.0148  0.0081  0.05
Si  4.1745  9.7108  7.5992  0.0163  -0.0038  0.0838
Si  9.6555  9.5922  7.4687  -0.0012  0.0014  0.0568
Si  2.7016  0.0559  9.0757  0.0209  -0.0162  0.022
Si  8.271  -0.0864  8.9175  -0.0457  0.0235  -0.0292
Si  -0.0245  2.7481  8.9006  0.054  0.05  -0.0141
Si  5.5945  2.7868  8.7874  -0.0185  -0.0127  0.0586
Si  2.7235  5.3849  8.8804  -0.0524  0.0489  0.0662
Si  8.2742  5.5301  8.8188  0.1584  0.0545  0.0349
Si  0.0325  8.1725  8.826  0.0013  -0.0112  0.0845
Si  5.6329  8.2444  8.7685  -0.0943  0.0046  -0.0493
Si  3.4482  1.6108  10.7882  -0.0174  0.0884  -0.1113
Si  9.3227  1.5977  10.2228  -0.0147  0.0581  -0.0803
Si  1.3898  3.9958  10.3287  -0.1635  -0.0291  0.0824
Si  7.1466  3.9291  10.0865  0.0483  -0.1872  -0.0472
Si  4.0228  7.0255  9.9246  0.0155  0.0719  -0.0496
Si  9.303  7.1905  10.1185  -0.1182  -0.0252  -0.0549
Si  1.6693  9.1989  10.1702  -0.0457  0.0107  -0.1672
Si  7.5337  8.9005  10.0555  0.1652  -0.096  0.266
O  8.1672  2.16  26.3476  0.0074  -0.0181  0.0194
O  3.053  11.8413  22.3549  0.0001  0.0019  0.0289
O  8.2156  2.7655  10.5748  -0.0976  0.0827  0.002
O  13.7905  8.0744  10.4126  0.0135  -0.0652  -0.0334
O  4.8514  2.0586  10.0899  -0.0251  -0.0116  0.0135
O  2.3914  13.7916  10.9828  0.0191  0.0698  -0.093
O  6.7658  9.565  27.0371  -0.0883  0.083  0.0087
O  1.3242  4.1783  26.9738  -0.0549  0.0115  0.0015
O  3.7747  1.2173  12.3525  0.0519  -0.0364  0.0527
O  9.8595  1.0593  11.6845  0.0004  -0.02  0.0568
O  1.2957  9.5548  11.75  0.0168  -0.0013  0.0553
O  7.4024  9.004  11.7003  -0.0156  0.0736  -0.1913
O  9.7853  6.7551  11.6686  0.0829  -0.0935  0.0376
O  0.5711  4.7405  11.5713  -0.0094  -0.0091  0.0128
O  6.3946  4.379  11.4767  -0.0698  0.1166  0.0049
O  4.8329  6.5383  11.2446  0.0742  -0.0826  0.0635
O  4.9163  0.3769  26.2707  -0.0371  0.025  -0.0018
O  0.5725  -10.1721  27.4903  -0.0058  -0.0207  0.0027
O  3.3401  2.5803  26.2907  0.0166  -0.0428  0.0052
O  10.3555  -0.5842  25.4905  -0.0067  0.0067  0.0106
O  8.4658  7.7632  26.0609  0.0335  -0.025  -0.0112
O  10.3926  5.8976  26.015  -0.0246  0.0464  -0.0361
O  5.201  5.5449  25.9727  -0.0784  0.0593  -0.0589
O  3.4008  7.5208  26.2432  0.0164  0.0053  -0.006
Si  5.8409  4.1224  21.2398  0.0001  -0.0029  0.0125
Si  0.285  8.7409  16.8993  0.0119  -0.0181  -0.0319
Si  5.333  11.4905  16.1201  -0.0142  0.0045  -0.0055
Si  6.6363  7.2394  14.4693  -0.0159  0.0094  0.0332
Si  10.4858  3.2524  23.0075  -0.009  0.014  -0.0327
Si  4.5891  10.9839  13.1483  -0.0114  0.007  0.0257
Si  7.2268  -1.0843  13.0576  0.027  -0.0716  -0.035
Si  4.2817  5.3981  14.8493  -0.0158  0.0195  0.044
Si  7.3172  14.0476  18.7592  -0.0022  0.0128  0.001
Si  6.5121  9.3111  18.1407  -0.0073  0.0064  -0.0104
Si  3.1171  5.647  20.5137  -0.0104  -0.0079  0.0253
Si  4.1196  8.4726  20.1056  0.0066  -0.0129  0.0301
Si  8.7306  3.7214  14.4246  0.0313  -0.0064  0.0151
Si  2.505  -0.247  23.4508  -0.003  -0.0032  -0.0508
Si  13.601  1.4668  17.2395  -0.0096  0.0119  -0.0194
Si  7.8365  0.4316  19.9865  -0.005  0.0085  0.0406
Si  9.6282  4.3655  17.3232  -0.0035  -0.0023  -0.0143
Si  -0.0755  1.3982  20.4859  0.0105  0.018  0.0281
Si  8.4336  7.2241  16.8926  0.0037  -0.0113  -0.0242
Si  10.4993  -1.3488  24.0397  -0.0097  -0.0059  -0.0549
Si  7.6455  -0.3663  23.0391  0.0078  -0.0083  -0.0299
Si  1.3201  3.6972  18.6963  0.0036  0.0049  0.0004
Si  4.036  2.1993  22.7195  -0.0019  -0.0037  -0.0273
Si  8.3228  13.1726  24.7394  -0.0288  0.0371  -0.0248
Si  6.1525  14.3251  15.947  -0.0098  0.0124  0.007
Si  5.631  5.5727  12.2573  0.0136  -0.0269  -0.0165
Si  9.4769  6.9134  25.099  -0.0034  -0.0046  -0.0262
Si  1.5954  6.8139  14.6564  0.006  -0.0012  0.0175
Si  9.4831  0.9488  13.2751  -0.0036  -0.0042  0.0257
Si  5.0076  8.7127  23.1133  0.0086  0.0164  -0.0389
Si  3.8848  12.2493  25.453  0.0307  0.0144  -0.0426
Si  12.5952  10.1426  19.2952  -0.0065  0.0061  -0.0033
Si  4.1209  6.5053  25.1804  0.0339  -0.0332  0.002
Si  10.4826  5.5652  12.5723  0.0235  0.0286  -0.1158
Si  11.8976  0.1923  15.0939  -0.007  0.0043  0.0133
Si  -2.9495  4.7555  23.2687  -0.0005  -0.0214  -0.0095
Si  2.3399  9.2403  12.9838  -0.0216  -0.0173  0.0663
Si  13.208  4.8355  23.222  -0.0089  0.0005  -0.0397
O  8.8751  3.2847  18.2966  -0.0069  -0.0014  0.0059
O  1.3763  9.2168  26.8083  0.0416  -0.0129  0.0297
O  0.939  8.9574  18.3961  0.0055  0.0035  0.0171
O  6.6437  5.0083  22.3758  -0.0207  -0.0062  -0.002
O  2.5792  0.4717  24.9261  -0.0035  -0.0051  0.0397
O  7.3402  0.1415  21.5136  0.0053  0.0182  -0.0279
O  4.9476  7.3617  24.0463  0.0019  0.0166  0.0302
O  7.2132  4.116  14.9249  -0.0049  -0.01  -0.0223
O  10.4657  7.9559  24.292  0.016  0.0074  0.0351
O  1.1225  7.6768  15.9663  -0.0205  0.0221  0.0107
O  0.2348  4.5229  17.8058  0.0017  -0.0027  0.0049
O  7.9894  6.9722  15.3407  0.0133  -0.0057  0.0051
O  1.9221  -0.7575  14.2237  0  0.0188  -0.0081
O  5.2584  6.6966  15.2034  0.0091  -0.0067  -0.0226
O  4.5686  4.9499  20.6983  0.0033  0.0073  0.0018
O  14.0268  3.4997  22.8285  -0.0002  0.0037  0.0258
O  10.8605  0.9362  14.1148  0.0277  -0.0089  -0.0072
O  6.9554  14.9226  20.0713  0.0099  -0.0042  -0.0101
O  5.2672  2.635  21.7174  0.0045  0.0113  0.009
O  6.3187  1.781  15.6841  -0.005  -0.0084  -0.0169
O  0.0128  2.0774  21.9736  0.002  -0.0156  0.0004
O  9.3468  1.006  20.0714  -0.0045  -0.0089  -0.0095
O  7.1581  7.9  17.6445  -0.0031  0.0109  0.0156
O  6.1625  0.1132  12.7349  -0.0193  -0.0016  -0.0193
O  6.7556  6.4475  13.0517  -0.0171  -0.0052  -0.0362
O  11.668  4.3081  23.435  0.0158  -0.0049  0.0302
O  2.0889  4.7433  19.654  -0.0007  0.0011  -0.0078
O  0.3291  6.1144  13.9001  0.0196  0.0176  0.0057
O  6.9836  1.5608  19.1624  0.0045  -0.0058  -0.0022
O  9.668  3.8561  15.7647  0.0031  0.0053  0.0144
O  -1.236  8.2143  17.0471  0.0012  0.0023  0.0079
O  6.4112  9.5362  23.4126  -0.0092  -0.0023  0.0332
O  3.627  9.5145  23.4451  0.0141  -0.0096  0.0392
O  7.6598  0.9171  24.05  -0.0032  -0.0196  0.0283
O  5.1437  8.9473  18.9388  0.0066  0.0035  -0.0136
O  2.8934  9.5465  20.1708  -0.0041  0.0018  -0.0006
O  15.1929  1.2128  17.1311  -0.0009  -0.003  0.0026
O  3.411  7.0475  19.748  0.0045  0.0031  -0.01
O  4.533  11.0281  14.7773  0.023  0.012  -0.0019
O  8.5353  6.0903  24.0381  0.0021  0.0013  0.0278
O  9.9005  2.454  24.3206  0.0202  -0.001  0.0242
O  2.7184  5.7366  15.1628  0.0119  0.0023  -0.0204
O  8.6338  -0.4244  13.5447  -0.0092  -0.0043  -0.0207
O  -2.299  2.2108  13.8378  -0.0058  0.0157  -0.0197
O  4.7196  1.8664  24.1639  -0.0103  -0.0023  0.0223
O  17.0723  10.2801  16.8659  0.0071  -0.0108  0.0057
O  2.4468  2.9797  17.7747  -0.001  -0.0062  0.0019
O  0.7115  -0.0305  20.3866  -0.0001  -0.0056  -0.008
O  2.9359  5.5779  24.5147  -0.0146  -0.0076  0.0269
O  4.6899  4.0645  15.6972  0.0118  -0.0152  -0.0119
O  6.414  3.6534  17.5278  0.0094  -0.0037  0.0161
O  3.9018  9.5861  12.6365  0.0147  0.002  -0.0175
O  11.4765  2.5254  19.501  0.003  0.0022  -0.0076
O  8.8382  5.7789  17.5141  0.0011  0.0065  0.0029
O  2.3081  7.7085  13.4983  0.0002  -0.0032  -0.0153
O  -3.4151  3.6018  24.3282  0.0141  0.0113  0.0069
O  9.163  -1.0172  23.1279  -0.0037  0.0105  0.0313
O  9.2982  4.6315  13.1977  -0.0052  -0.0053  -0.0234
O  11.9149  10.0704  23.3066  0.0093  0.0033  0.0451
O  11.121  10.2018  16.1807  -0.0035  -0.0096  -0.003
O  6.61  8.8549  14.1955  -0.0003  0.0164  -0.0241
O  13.0801  11.2781  18.2633  0.007  -0.0068  0.0003
O  7.6313  10.0063  19.114  0.0052  -0.0055  -0.0065
O  4.9439  8.3592  21.5149  -0.01  -0.0017  -0.0121
O  2.3945  5.886  21.9693  0.0071  0.0112  -0.0076
O  1.8577  1.3252  15.8314  0.0026  0.003  0.0014
O  9.239  4.1364  22.3814  0.0098  -0.0038  0.0092
O  4.5072  4.9894  13.2824  0.0175  0.0072  -0.0524

Results
free energy: -157853.279 eV
free energy less fixed offsets of O -568.88, Si -635.61 eV per atom: -5.059 eV

The program warned: the cutoff lies below the one the program advises for these potential files; the forces do not sum to zero within the program's tolerance; the exchange-correlation potential is rough where the density is thin.
